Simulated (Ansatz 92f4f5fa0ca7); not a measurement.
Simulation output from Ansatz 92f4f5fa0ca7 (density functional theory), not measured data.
Periodic cell of 251 atoms, Si165O86, from a study of silicon, its oxide and their interface. The atomic structure is a simulated model.
Doubt: the cutoff is far below the 930 eV that the study's wrapper takes by default for these files, so forces and energies are approximate.

Settings: functional PBE; potential files Ansatz PAW; basis plane waves; wave-function cutoff 580 eV; density cutoff ratio 5; exchange-correlation grid ratio 1; k mesh 1 x 1 x 1, Gamma-centred; self-consistency stop 5e-08 eV per atom in the density residual; occupations fixed; spin none; net charge 0.

Cell vectors (angstrom)
a  10.938  0  0
b  0  10.938  0
c  0  0  37.6486

Atoms: element, x, y, z (angstrom)
Si  0  0  0.683
Si  5.469  0  0.683
Si  2.7345  2.7345  0.683
Si  8.2035  2.7345  0.683
Si  0  5.469  0.683
Si  5.469  5.469  0.683
Si  2.7345  8.2035  0.683
Si  8.2035  8.2035  0.683
Si  1.3673  1.3673  2.0503
Si  6.8362  1.3673  2.0503
Si  4.1018  4.1018  2.0503
Si  9.5708  4.1018  2.0503
Si  1.3673  6.8362  2.0503
Si  6.8362  6.8362  2.0503
Si  4.1018  9.5708  2.0503
Si  9.5708  9.5708  2.0503
Si  2.7345  0  35.5971
Si  8.2035  0  35.5971
Si  0  2.7345  35.5971
Si  5.469  2.7345  35.5971
Si  2.7345  5.469  35.5971
Si  8.2035  5.469  35.5971
Si  0  8.2035  35.5971
Si  5.469  8.2035  35.5971
Si  4.1018  1.3673  36.9644
Si  9.5708  1.3673  36.9644
Si  1.3673  4.1018  36.9644
Si  6.8362  4.1018  36.9644
Si  4.1018  6.8362  36.9644
Si  9.5708  6.8362  36.9644
Si  1.3673  9.5708  36.9644
Si  6.8362  9.5708  36.9644
Si  -0.207  0.1646  27.5126
Si  5.525  -0.1097  27.5792
Si  3.2945  2.1977  27.2496
Si  8.7197  2.6632  27.3588
Si  -0.761  6.0851  27.4213
Si  5.2476  5.7816  27.418
Si  2.916  7.99  27.4871
Si  8.517  7.9321  27.705
Si  1.513  1.3265  28.6556
Si  6.9978  1.4116  28.6394
Si  4.1641  4.0135  28.5702
Si  9.6109  4.2357  28.8647
Si  1.2203  6.8233  28.6233
Si  6.831  6.8077  28.888
Si  4.1  9.5049  28.8861
Si  9.6045  9.5901  28.933
Si  2.7256  -0.0277  30.1697
Si  8.2136  0.0534  30.17
Si  0.1432  2.7751  30.0554
Si  5.5433  2.7236  30.0296
Si  2.6844  5.3879  29.9452
Si  8.1315  5.4053  30.2496
Si  0.0572  8.1971  30.1874
Si  5.4919  8.1865  30.2299
Si  4.1441  1.372  31.4414
Si  9.6526  1.4092  31.4488
Si  1.4308  4.1015  31.4871
Si  6.7944  4.0326  31.5568
Si  4.0571  6.7598  31.4286
Si  9.5641  6.8272  31.5055
Si  1.401  9.5508  31.5593
Si  6.8457  9.6077  31.5428
Si  0.0133  0.0088  32.8629
Si  5.4653  0.02  32.8749
Si  2.782  2.7265  32.8439
Si  8.241  2.7111  32.8636
Si  0.0183  5.4589  32.8459
Si  5.4285  5.4425  32.8617
Si  2.7666  8.1597  32.8666
Si  8.2167  8.2139  32.8745
Si  1.3861  1.376  34.2187
Si  6.8509  1.3671  34.234
Si  4.0959  4.0927  34.2473
Si  9.5814  4.1055  34.2261
Si  1.3671  6.8286  34.2292
Si  6.8235  6.8331  34.2127
Si  4.108  9.5659  34.2292
Si  9.5768  9.5827  34.2346
Si  2.7503  0.0141  3.4115
Si  8.1813  -0.0015  3.4226
Si  -0.0023  2.7493  3.3987
Si  5.4759  2.7343  3.4249
Si  2.7325  5.4706  3.4305
Si  8.166  5.4417  3.405
Si  -0.0103  8.1764  3.407
Si  5.4506  8.2046  3.4035
Si  4.1144  1.3806  4.8043
Si  9.5351  1.4205  4.7434
Si  1.3493  4.0999  4.7896
Si  6.7908  4.1261  4.8222
Si  4.1104  6.8437  4.7919
Si  9.5199  6.8009  4.7467
Si  1.3888  9.5496  4.7229
Si  6.7597  9.5929  4.7823
Si  0.0027  0.0157  5.9773
Si  5.4175  -0.0018  6.2406
Si  2.7642  2.7753  6.152
Si  8.1624  2.7567  6.1711
Si  -0.0882  5.4226  6.1355
Si  5.4372  5.5037  6.225
Si  2.7471  8.2128  6.1394
Si  8.1125  8.1665  6.0568
Si  1.4369  1.2576  7.3612
Si  6.7721  1.4439  7.5665
Si  4.0049  4.2088  7.6172
Si  9.5439  4.0537  7.5998
Si  1.2463  6.892  7.3743
Si  6.8656  6.8414  7.5898
Si  4.083  9.5081  7.644
Si  9.4724  9.6359  7.2239
Si  2.635  -0.0772  8.93
Si  8.2337  0.0038  8.7201
Si  -0.0058  2.4637  8.7045
Si  5.4107  2.8426  8.9553
Si  2.4822  5.6426  8.8863
Si  8.2587  5.4991  9.019
Si  -0.1083  8.3644  8.5811
Si  5.5776  8.2606  9.0258
Si  3.8074  1.5695  10.1431
Si  10.0649  0.6947  9.936
Si  1.2298  3.3478  10.4344
Si  6.5661  4.4604  10.32
Si  4.5589  6.9271  10.6943
Si  9.4615  7.2611  10.1076
Si  0.79  9.8852  10.1314
Si  7.2025  9.4529  10.1401
O  6.6642  -0.7702  11.5189
O  8.2577  8.2794  10.6294
O  5.3473  5.4895  10.7564
O  -1.3221  1.2736  11.4285
O  1.5265  4.8889  10.0032
O  4.5744  0.8859  11.4167
O  10.4912  7.1185  11.413
O  4.1802  7.3418  12.2482
O  0.3334  3.3799  11.8148
O  3.1545  6.7868  9.8626
O  13.5889  2.5814  10.7623
O  7.2856  14.9809  11.7368
O  8.1862  6.0057  24.8102
O  4.0335  6.8515  27.0919
O  11.1824  -0.707  26.1751
O  13.3251  -2.3303  26.0529
O  5.8783  5.4453  25.9224
O  2.802  2.622  25.7195
O  8.6321  3.5933  25.9626
O  4.4612  1.0458  26.9536
Si  2.4065  6.2686  16.0509
Si  8.2911  10.5871  23.8511
Si  3.9563  10.4656  14.5391
Si  10.3275  2.2487  12.5227
Si  14.0901  7.5922  13.5032
Si  9.3519  5.0165  25.435
Si  10.8357  9.6524  22.7607
Si  2.8052  4.6296  18.6358
Si  7.0536  3.1776  15.9113
Si  12.7517  8.5482  17.8409
Si  0.3527  8.4315  12.0538
Si  3.787  10.8098  17.5252
Si  10.7063  4.4132  22.6445
Si  7.028  9.1876  26.2784
Si  17.2935  0.2222  21.5399
Si  10.9533  12.7415  17.2295
Si  0.8781  7.8249  20.5765
Si  5.8637  11.3516  12.2826
Si  -0.359  7.1569  16.3324
Si  5.4329  5.77  21.9635
Si  12.0484  11.5707  14.6946
Si  16.9782  -7.9143  20.8795
Si  9.5224  5.8633  20.2344
Si  9.9319  9.4583  14.5995
Si  7.5124  14.0021  13.0097
Si  9.5131  4.476  17.569
Si  5.8587  4.2454  18.2776
Si  6.488  9.8429  18.6954
Si  2.2665  1.6239  24.5325
Si  2.1423  12.6243  19.1408
Si  10.483  1.5636  23.2544
Si  3.6427  1.4228  21.6646
Si  1.524  9.7354  25.2772
Si  2.3649  5.664  21.4817
Si  6.611  6.4533  24.846
Si  6.7641  6.8679  19.5034
Si  8.2232  0.3562  16.3692
O  10.7207  14.3581  17.3032
O  4.4109  10.8885  16.038
O  9.0285  1.1142  23.8524
O  9.7166  5.3411  21.7582
O  14.3426  23.1939  18.1597
O  9.347  4.6087  19.1936
O  6.8683  1.782  21.5186
O  9.5639  0.9961  17.0278
O  -0.7723  20.1479  12.9978
O  9.1116  2.9521  13.3448
O  11.3306  10.1543  15.1021
O  5.2681  10.7866  13.666
O  6.8723  12.5682  12.6159
O  8.6611  10.4026  15.0501
O  9.7456  1.4052  27.0224
O  7.2482  12.4992  15.8671
O  16.5805  6.7966  20.7005
O  7.0218  10.4779  22.8426
O  12.5764  7.8685  12.9159
O  2.5392  4.9674  17.0454
O  1.8527  8.4929  19.4615
O  9.7073  6.0062  17.0514
O  8.2645  14.8171  16.7312
O  8.2123  6.8066  20.2259
O  6.6641  8.2382  18.6651
O  0.2761  8.2544  17.3731
O  6.8635  10.4289  20.1739
O  2.358  5.6474  19.831
O  4.3888  4.5338  18.8369
O  11.229  12.2775  13.4985
O  3.8422  5.4475  22.1095
O  -0.1241  6.7684  19.8364
O  12.9716  3.2932  19.0879
O  9.3541  9.4315  23.4061
O  13.3454  1.0991  20.6424
O  0.6642  1.9336  24.396
O  3.2176  6.3537  14.6164
O  4.7179  0.1804  21.7182
O  2.6242  11.3306  14.1489
O  3.6219  8.8879  14.3654
O  12.7285  7.1634  21.7626
O  6.4972  3.1437  19.3112
O  7.439  10.4418  17.5145
O  3.0726  1.8293  23.1334
O  11.6268  12.1272  18.5908
O  6.6426  16.6092  18.3918
O  10.3048  2.8658  22.3131
O  10.4371  4.735  24.2301
O  9.67  7.9997  15.2899
O  2.3703  10.0109  17.4387
O  6.3898  8.0218  25.2845
O  5.9633  6.3691  23.3654
O  12.2783  4.612  22.2124
O  4.904  10.1278  18.4722
O  12.0126  12.5372  15.9986
O  7.7692  10.3367  25.3616
O  2.4988  11.0102  24.9919
O  10.9035  -2.0133  21.3292
O  6.8578  14.6246  14.3737
O  5.7444  3.6394  16.7702
O  6.3131  4.4176  21.6691
O  11.0718  11.2339  22.4201
O  4.4411  2.7012  21.0357
O  0.8556  6.3952  15.5629
O  0.9902  -1.8107  23.8601
O  13.7418  7.4969  17.0671

Results
free energy: -153802.539 eV
free energy less fixed offsets of O -568.88, Si -635.61 eV per atom: -3.209 eV

Forces (eV/angstrom), in the order of the atoms: element, x, y, z
Si  0.0063  0.004  0.0086
Si  -0.0127  -0.0084  -0.004
Si  -0.0245  0.0253  -0.0183
Si  0.0553  -0.0134  -0.0121
Si  -0.0162  0.0007  -0.0136
Si  -0.0062  0.0533  -0.0066
Si  -0.0276  0.0604  -0.0023
Si  -0.0009  0.0021  -0.0014
Si  0.0181  0.0032  -0.0346
Si  -0.0047  0.0313  -0.0568
Si  -0.027  -0.0426  0.0951
Si  -0.0996  0.0674  -0.1514
Si  0.0267  -0.1077  -0.0737
Si  -0.0668  0.0324  -0.0698
Si  -0.0587  0.0595  -0.1511
Si  -0.0758  -0.0125  0.0923
Si  -0.0183  -0.0376  -0.0426
Si  -0.0081  -0.0596  0.0982
Si  0.1085  -0.0111  -0.0544
Si  0.1165  -0.0021  0.0499
Si  -0.0846  -0.0333  0.0815
Si  -0.0448  0.0295  -0.1156
Si  0.0292  0.0299  -0.0303
Si  0.0739  0.0043  0.0037
Si  0.0437  -0.0534  -0.0036
Si  -0.0164  -0.0138  -0.0128
Si  -0.0197  -0.0016  0.0112
Si  -0.0028  -0.0258  0.0158
Si  -0.0143  -0.0123  -0.0088
Si  0.0036  0.0402  -0.0119
Si  -0.0137  -0.0362  0.0018
Si  0.0349  -0.009  0.0097
Si  0.0111  -0.0028  0.0072
Si  0.0232  -0.0292  -0.0003
Si  -0.0059  0.0091  0.0294
Si  -0.002  0.0009  0.0192
Si  0.0098  -0.005  0.0039
Si  0.0019  -0.0046  0.0092
Si  0.0011  0.008  0.0098
Si  -0.0061  0.0151  -0.01
Si  0.0013  -0.0012  0.01
Si  -0.0029  -0.0041  0.0161
Si  0.0034  -0.0056  0.0088
Si  -0.0069  -0.007  -0.0071
Si  -0.0032  -0.0037  0.0041
Si  0.0115  0.0044  0.0202
Si  0.0014  0.0027  0.0065
Si  -0.0007  -0.0074  0.0205
Si  0.0051  0  -0.0029
Si  0.0012  -0.0046  0.0021
Si  -0.0036  0.0084  0.0061
Si  -0.0058  0.0032  0.0064
Si  -0.0064  -0.0086  0.0154
Si  0.0004  -0.0023  0.001
Si  -0.0012  -0.0022  0.0021
Si  0.012  -0.0047  -0.0027
Si  0.0011  0.0011  0.0007
Si  -0.0031  -0.002  0.0067
Si  0.0042  0.0015  0.0075
Si  0.011  0.0052  0.0007
Si  0.0005  0.0044  0.0054
Si  0.0046  0.0006  0.0008
Si  0.0006  -0.0043  -0.0009
Si  -0.0019  0.0003  0.003
Si  0.0025  0.002  0.0051
Si  0.0027  -0.0001  0.0032
Si  0.0017  -0.0018  0.004
Si  -0.0003  0.0037  0.0025
Si  -0.0003  0.0031  0.0083
Si  0.0019  -0.0019  0.0008
Si  -0.0044  0.0016  0.0024
Si  -0.0007  -0.0046  0.0032
Si  -0.0012  0.0023  0.0049
Si  -0.0014  0.0013  0.0022
Si  -0.0015  0.0032  0.0019
Si  0.0001  -0.0018  0.0025
Si  0.0009  0.0001  0.0036
Si  0.0018  -0.0008  0.0054
Si  -0.0013  -0.0012  0.0002
Si  0.0025  0.0012  0.0053
Si  0.0023  -0.0016  -0.006
Si  -0.0037  0.0031  -0.0017
Si  0.001  -0.001  -0.0003
Si  -0.0024  -0.0003  0.0001
Si  -0.003  0.0019  -0.0014
Si  0.0011  -0.0034  -0.0029
Si  0  -0.0009  -0.0017
Si  0.0019  -0.0001  0.0018
Si  -0.0059  0.0004  -0.001
Si  0.0004  -0.0049  0.0014
Si  0.0045  0.004  0.0004
Si  -0.003  -0.001  -0.0034
Si  -0.0009  -0.0013  -0.0033
Si  0.0015  0.0021  0.0007
Si  0.0008  0.0025  -0.0022
Si  0.0032  0.0001  0.0009
Si  0  0.0072  0.0064
Si  0.0039  0.0011  -0.0007
Si  -0.0086  -0.0096  0.0054
Si  0.0012  0.0085  0.0013
Si  0.0036  0.0042  -0.0007
Si  0.0052  -0.0018  -0.0066
Si  0.0023  0.0024  -0.0049
Si  -0.0008  0.0025  0.0006
Si  0.0034  0.0058  0.0048
Si  0.0008  -0.0028  0.0053
Si  0.007  -0.003  0.0046
Si  0.003  0.0017  -0.0015
Si  -0.0022  0.0016  0.0156
Si  -0.0064  -0.0047  -0.0061
Si  -0.0012  0.0078  -0.0095
Si  0.0124  -0.0047  -0.0039
Si  -0.0096  -0.0019  0.0052
Si  0.0059  0.0249  -0.0149
Si  -0.0024  -0.0026  -0.0135
Si  0.0029  -0.0016  0.0002
Si  -0.0404  -0.0381  0.0478
Si  0.0014  -0.0087  0.0011
Si  -0.0127  -0.0046  0.0036
Si  -0.0024  0.0002  -0.0097
Si  -0.0088  0.0069  0.0135
Si  0.0119  -0.0088  -0.0024
Si  0.0362  0.0398  0.0285
Si  0.0026  -0.0021  -0.0168
Si  -0.025  0.0014  0.0109
Si  0.0023  -0.0104  -0.0241
Si  0.0074  0.0036  -0.005
Si  -0.0379  -0.0237  0.0155
O  0.0008  0.0042  0.01
O  -0.0017  -0.0011  0.0216
O  0.0082  0.0065  0.0119
O  0.0061  0.0278  0.0218
O  0.0456  0.0053  -0.0405
O  0.0184  0.0093  -0.0064
O  0.0179  0.0015  0.015
O  -0.0032  -0.0009  0.0055
O  0.0068  -0.0053  -0.0078
O  -0.005  -0.0295  0.0079
O  -0.0142  0.0127  -0.0033
O  -0.0004  -0.0067  0.0187
O  0.0083  0.0036  0.0113
O  -0.0019  0.0143  -0.0208
O  0.0039  0.0021  -0.0043
O  0.0051  -0.0111  0.0063
O  -0.002  0.0038  -0.0052
O  -0.0062  -0.0037  -0.0303
O  -0.0001  0.0062  -0.0066
O  -0.0048  0.0037  -0.0207
Si  0.0043  -0.0084  -0.0043
Si  -0.0151  -0.0036  0.0189
Si  0.0149  0.0008  -0.0089
Si  -0.0009  -0.0217  -0.0045
Si  -0.0103  -0.0168  -0.0135
Si  -0.0244  -0.0051  -0.022
Si  0.0134  -0.0059  0.0121
Si  -0.0016  -0.0051  0
Si  0.0051  -0.0014  -0.0011
Si  0.0063  0.0003  -0.0071
Si  -0.0082  -0.0122  0.0124
Si  0.0026  0.0011  0.0057
Si  0.0028  0.0042  0.0095
Si  -0.0153  0.0219  0.0029
Si  0.0004  -0.0036  -0.0009
Si  0.0065  0.0088  0.0002
Si  -0.0003  0.0027  -0.0079
Si  -0.015  0.0181  0.0298
Si  -0.0019  -0.0001  0.0033
Si  0.0107  0.0126  0.0147
Si  -0.0058  0.0037  -0.0146
Si  -0.004  0.0001  0.0037
Si  -0.0021  0.0006  -0.0041
Si  -0.0124  0.0018  -0.0165
Si  0.007  -0.0105  -0.0219
Si  -0.0007  0.0027  -0.0004
Si  -0.0054  0.009  0.0091
Si  -0.0036  -0.004  -0.003
Si  0.0172  -0.0053  0.0149
Si  -0.0002  0.0087  -0.0013
Si  0.0046  0.0059  0.0168
Si  -0.0094  0.0021  0.0105
Si  0.0091  0.0178  -0.0179
Si  0.0057  -0.0037  -0.0151
Si  0.0001  -0.0148  -0.011
Si  -0.0003  0.0052  0.0028
Si  -0.0003  -0.0092  -0.0077
O  0.0014  -0.0056  0.0031
O  -0.0024  -0.0008  0.0172
O  0.0025  -0.0092  -0.0076
O  0.0047  -0.005  0.0047
O  -0.0003  -0.0034  0.0012
O  0.0021  0.0036  0.0041
O  0.0052  0.0052  0.0057
O  0.0025  0.002  0.0042
O  0.0027  -0.0003  0.0051
O  -0.0084  -0.0015  -0.0038
O  0.008  0.0093  0.0035
O  0.001  0.0044  -0.0204
O  -0.003  0.0071  -0.0031
O  0.0001  0.0043  0.0187
O  -0.0046  0.0022  -0.0146
O  0.001  0.0007  0.0076
O  0.0021  -0.0045  -0.0039
O  0.0187  -0.0018  0.0145
O  0.0084  0.0074  -0.0006
O  0.0021  0.001  0.0063
O  -0.0045  0.0029  0.006
O  0.0021  -0.0007  0.0037
O  0.0035  -0.0018  0.0004
O  0.0031  -0.0019  0.0039
O  0.0005  0.0041  0.0056
O  0.0022  0.0011  0.0053
O  0.0028  0  -0.0012
O  0.0044  0.0029  0.0145
O  -0.0006  0  -0.0032
O  -0.0042  0.0106  -0.005
O  -0.0039  0.0001  0.0051
O  0.0006  0.005  0.0098
O  0.0049  -0.0054  0.0008
O  -0.0131  0.0106  0.0042
O  0.001  -0.0009  -0.0009
O  -0.0043  -0.0019  -0.0045
O  0.0059  -0.0032  0.0083
O  -0.0013  0.0038  0.0048
O  -0.0025  0.001  0.0069
O  -0.001  0.0108  0.0029
O  0  0.0042  0.0106
O  0.0069  -0.0026  0.0013
O  0.0012  0.0057  0
O  0.0035  -0.0005  -0.0107
O  -0.0004  -0.0046  0.0034
O  0.0037  -0.0029  0.0012
O  0.0008  0.0021  -0.0002
O  0.0087  0.0038  0.0025
O  0.0008  -0.0026  0.0051
O  0.0071  0.0034  0.002
O  0.012  0.0028  0.0165
O  -0.0072  -0.0038  -0.0074
O  0.001  0.0034  0.0031
O  -0.0037  0.0038  -0.0086
O  0.0033  -0.0006  0.0048
O  0.0061  -0.022  -0.0073
O  -0.0128  0.0044  0.0106
O  0.0029  -0.0097  -0.0021
O  -0.0021  0.0027  0.0122
O  -0.0019  -0.0011  0.0052
O  0.0011  -0.0049  -0.0038
O  -0.0025  0.0011  -0.0027
O  0.0101  0.0017  -0.0006
O  -0.0031  0.001  0.0034
O  -0.0098  -0.0057  -0.0009
O  0.0029  0.0097  0.0106

The program warned: the cutoff lies below the one the program advises for these potential files; the exchange-correlation potential is rough where the density is thin.
